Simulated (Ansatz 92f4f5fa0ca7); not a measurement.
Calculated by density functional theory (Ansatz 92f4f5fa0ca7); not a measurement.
Periodic cell of 224 atoms, Si128O64H32, with a vacuum gap, from a study of silicon, its oxide and their interface. The atomic structure is a simulated model.

Settings
functional: r2SCAN
potential files: Ansatz PAW
basis: plane waves
wave-function cutoff: 800 eV
density cutoff ratio: 5
exchange-correlation grid ratio: 1
k mesh: 1 x 1 x 1, shifted by 0.5 0.5 0 of a step
self-consistency stop: 1e-11 eV per atom in the density residual
occupations: fixed
spin: none
net charge: 0
applied field: sawtooth along c, amplitude -0.015 V/angstrom in the program's sign convention, ramp centred at 0.9876 of c and 0.0248 of c wide, no dipole correction

Cell vectors (angstrom)
a 10.888 0 0
b 0 10.888 0
c 0 0 40.3212

Atoms and the computed forces on them: element, x, y, z (angstrom), force x, y, z (eV/angstrom)
Si -0.1614 0.0909 25.4776 0.0059 -0.0021 -0.0223
Si 3.0452 2.4383 25.3718 -0.0027 0.0062 -0.0227
Si -0.2528 5.7271 25.2933 0.0064 -0.0056 -0.0182
Si 3.0079 7.9585 25.1816 -0.0038 0.0042 -0.0268
Si 5.2874 0.2504 25.2322 0.0073 -0.0015 -0.0208
Si 8.5419 2.4039 25.3192 0.0013 0.001 -0.0231
Si 5.1762 5.6486 25.2993 0.0078 -0.0093 -0.0224
Si 8.3005 7.8346 25.2476 -0.0087 0.0009 -0.0238
Si 1.4198 1.3281 26.6655 -0.0036 -0.0015 -0.0058
Si 4.1012 4.0667 26.6661 0.0016 0.0017 -0.0053
Si 1.377 6.8583 26.5441 0 -0.0011 0.003
Si 4.1514 9.516 26.5365 -0.0008 -0.0021 0.0055
Si 6.8173 1.4028 26.5767 -0.0004 0.0014 -0.0044
Si 9.5764 4.077 26.6097 0.0003 -0.0023 -0.0001
Si 6.7885 6.7297 26.6342 -0.0004 -0.0017 0.0021
Si 9.469 9.4093 26.6226 0.0028 0.005 0.0017
Si 0.0683 2.7449 27.9856 0.0053 0.0017 -0.0171
Si 2.7667 -0.0668 27.9679 -0.0003 -0.0003 -0.016
Si 0.0188 8.1472 27.9776 0.0019 -0.0011 -0.015
Si 2.683 5.4396 27.9459 -0.005 -0.0059 -0.0126
Si 5.5022 2.746 28.0017 0.0006 -0.0001 -0.014
Si 8.1393 -0.0309 27.9394 -0.0043 -0.003 -0.0105
Si 5.4866 8.1798 27.9529 0.005 0.0026 -0.0133
Si 8.1567 5.3712 27.9827 -0.0021 -0.0007 -0.0174
Si 1.3775 4.0983 29.3661 -0.0011 0.0021 -0.002
Si 4.1113 1.3404 29.3046 0.0055 0.0037 0.0047
Si 1.3692 9.5134 29.3316 0.0014 0.0022 0.0081
Si 4.0846 6.8099 29.2764 -0.001 -0.0057 0.0066
Si 6.8312 4.065 29.3878 -0.0015 -0.0017 -0.003
Si 9.539 1.3481 29.2733 -0.0002 0.0046 0.0058
Si 6.8076 9.5291 29.344 0.0004 0.0033 0.0047
Si 9.5401 6.7642 29.3062 -0.0028 -0.0067 0.0073
Si 0.0055 0.0048 30.6619 0.0022 -0.0019 0.0231
Si 2.7463 2.7071 30.6768 -0.008 -0.0006 0.0141
Si -0.0045 5.4368 30.7074 0.0158 -0.0076 0.0162
Si 2.7263 8.148 30.6693 0.002 -0.0057 0.021
Si 5.4404 -0.0103 30.6964 0.0013 -0.0014 0.0135
Si 8.1945 2.6866 30.6905 -0.0075 0.0041 0.0169
Si 5.4422 5.458 30.6714 0.0093 -0.0049 0.0187
Si 8.1833 8.1489 30.6644 -0.0064 -0.0002 0.0174
Si 1.3546 1.3622 32.0351 0.0323 0.0229 0.1812
Si 4.0944 4.0854 32.0283 -0.0115 -0.0102 0.1752
Si 1.3685 6.8085 32.0411 -0.0381 -0.0314 0.1743
Si 4.0645 9.5161 32.0398 0.0292 0.0284 0.1861
Si 6.8038 1.3526 32.0396 -0.0021 -0.0016 0.177
Si 9.5274 4.0692 32.0508 -0.0083 0.0055 0.1861
Si 6.8079 6.8086 32.0376 -0.0016 -0.0013 0.1831
Si 9.5326 9.5242 32.0178 -0.0006 0.0007 0.1756
Si -0.0049 2.7218 33.4046 0.0487 -0.0104 0.3025
Si 2.7055 -0.0057 33.3973 0.0118 0.036 0.2384
Si 0.0049 8.178 33.3849 0.0084 -0.0436 0.2858
Si 2.7297 5.4411 33.384 -0.0525 -0.0324 0.3055
Si 5.4491 2.7307 33.3912 0.0221 -0.0262 0.2665
Si 8.157 -0.0144 33.3754 0.0044 0.0269 0.335
Si 5.429 8.1592 33.3924 0.0725 0.0361 0.2758
Si 8.1623 5.4347 33.4003 -0.0223 0.0273 0.2287
Si 1.3644 4.098 6.9202 0.0268 0.0504 -0.3649
Si 4.0622 1.3814 6.9178 0.0039 -0.0006 -0.301
Si 1.3383 9.5351 6.9524 -0.0141 -0.0366 -0.2108
Si 4.0878 6.783 6.9463 -0.0428 0.0035 -0.1998
Si 6.7994 4.0807 6.9532 -0.0246 -0.028 -0.2181
Si 9.4837 1.3665 6.9194 -0.0461 -0.0374 -0.3289
Si 6.7746 9.541 6.913 -0.0189 -0.016 -0.3626
Si 9.5404 6.8078 6.9178 0.0138 0.0417 -0.3049
Si -0.0412 0.0459 8.2772 0.0185 -0.0068 -0.1811
Si 2.7132 2.7518 8.2838 0.0048 0.0076 -0.183
Si 0.0141 5.4452 8.2893 -0.009 -0.0086 -0.1875
Si 2.7026 8.1369 8.2826 0.0032 0.0045 -0.1702
Si 5.421 0.0321 8.2743 -0.0087 -0.012 -0.192
Si 8.1262 2.6996 8.3226 0.0007 0.0044 -0.1665
Si 5.4494 5.4267 8.3342 -0.0044 0.0031 -0.1691
Si 8.1437 8.1693 8.229 -0.0001 -0.004 -0.1837
Si 1.2968 1.4516 9.6241 -0.0051 -0.0017 -0.0187
Si 4.081 4.0512 9.7 -0.0085 0.0027 -0.0256
Si 1.3805 6.7697 9.6888 0.0025 0.0081 -0.0287
Si 4.049 9.5462 9.5789 -0.0073 -0.001 -0.0105
Si 6.7238 1.3782 9.7182 0.0067 0.0011 -0.0299
Si 9.5338 4.0666 9.6164 -0.0032 -0.0004 -0.0177
Si 6.8496 6.8119 9.6365 -0.0008 0.0021 -0.016
Si 9.4461 9.5647 9.5726 -0.0037 0.0034 -0.0178
Si -0.0251 2.8022 11.0817 0.0002 0.0016 -0.0089
Si 2.6389 0.0317 10.8671 0.0029 -0.0087 -0.0068
Si -0.0853 8.1938 10.8608 -0.0025 0.0056 -0.0109
Si 2.779 5.3997 11.1002 -0.0064 -0.0012 -0.0104
Si 5.3668 2.7096 11.171 -0.0059 -0.0027 -0.0121
Si 8.0911 -0.0188 11.0114 0.0051 -0.012 -0.0067
Si 5.4572 8.2184 10.9057 -0.0018 0.0036 -0.0076
Si 8.219 5.4118 10.9813 0.005 0.0028 -0.0095
Si 1.3417 4.1684 12.56 0.001 -0.0054 0.009
Si 3.8319 1.3072 12.4062 -0.0047 0.0001 0.0149
Si 1.234 9.5803 12.1481 0.0021 0.0036 0.0194
Si 4.2139 6.8542 12.3242 0.0026 0.0103 0.0126
Si 6.7977 4.1775 12.4258 0.0076 0.0026 0.0142
Si 9.4279 1.3591 12.3234 -0.0015 0.0019 0.0128
Si 7.8715 7.7308 13.5867 0.0076 0.0032 -0.0329
Si 9.5945 6.8212 12.3056 -0.007 -0.0042 0.018
Si -0.0028 0.0698 13.614 0.0079 0.0034 -0.0387
Si 2.2043 2.3245 13.7701 0.0006 0.0007 -0.0474
Si 0.4761 6.077 13.7099 -0.0011 -0.0024 -0.0386
Si 2.6824 8.2593 13.3617 0.0019 -0.0032 -0.0154
Si 4.4986 -0.2298 14.0626 -0.0005 -0.0063 -0.0479
Si 8.2377 2.8367 13.6904 0.0011 0.0027 -0.0473
Si 6.0365 6.0741 13.6523 -0.0061 0.0002 -0.0304
Si 6.8181 9.4325 12.3945 0.0065 -0.0178 -0.0075
Si 1.1757 25.5671 23.304 -0.0015 -0.0031 -0.0611
Si 31.8481 -22.9785 18.7682 0.0001 0.0025 -0.0755
Si -2.5991 0.247 20.9858 0.0033 -0.0002 -0.0645
Si 7.7918 -9.6135 16.2681 -0.0053 -0.0013 -0.0619
Si 9.002 20.4418 15.804 -0.0009 -0.0072 -0.0757
Si -2.6712 17.3175 20.8572 0.0003 0.0052 -0.0495
Si 3.1351 11.4301 21.0305 -0.0015 0.0111 -0.0561
Si -20.2998 -1.1544 23.0442 -0.0021 0.0067 -0.0667
Si -26.6404 -17.0045 22.423 0.0015 -0.0029 -0.0324
Si -1.3852 -19.1999 22.6111 0.003 -0.0027 -0.0583
Si 9.6571 4.0952 20.0007 -0.0026 -0.0109 -0.0564
Si -12.1787 4.7848 15.6079 0.0075 0.0092 -0.0642
Si 10.0745 24.4062 17.675 -0.0049 0.003 -0.066
Si -6.2136 8.8152 20.6154 -0.0039 -0.0026 -0.0601
Si 16.6653 13.0527 20.8906 -0.0035 0.0069 -0.0644
Si 39.3815 5.6293 16.4915 0.0009 -0.003 -0.0811
Si 27.609 24.6853 17.8902 -0.0016 -0.0028 -0.0805
Si 17.1462 -14.4757 18.9069 0.0096 -0.0074 -0.0669
Si 1.4459 -16.6458 20.5584 -0.0035 0.0033 -0.0467
Si 12.4221 0.903 18.4335 0.0037 0.0044 -0.0661
Si 3.5874 -31.067 16.3081 0.0034 -0.0004 -0.0757
Si 4.1364 -26.6833 20.4391 0.0088 0.0028 -0.0502
Si 43.4814 -24.8738 21.0617 -0.0087 -0.0036 -0.0548
Si 17.6363 31.2162 22.9633 0.0005 0.0005 -0.0666
O -0.6786 21.0571 14.8872 -0.0158 -0.0076 0.0298
O -12.3055 47.3582 21.5691 0.0007 -0.0143 0.045
O -8.4258 14.1471 24.0957 0.0121 -0.0111 0.0328
O -1.5665 -9.3385 16.7544 0.0124 0.0072 0.0351
O -15.7569 -0.3092 23.8707 -0.0132 0.012 0.0408
O 22.2611 -0.5062 24.1212 -0.0112 0.0098 0.0355
O 2.1849 33.8549 19.8928 0.0143 -0.0047 0.0393
O -3.6786 5.7541 21.9201 -0.0112 -0.0089 0.0253
O 11.4305 8.9694 21.97 0.013 0.0127 0.0358
O 21.6347 5.8195 15.196 -0.0111 -0.0102 0.0305
O 10.0901 -6.8375 16.9363 0.0051 -0.0181 0.0412
O 40.8638 -27.142 15.8719 -0.0113 0.0021 0.0304
O 10.9885 -8.3061 23.2595 0.0058 0.0022 0.0179
O 22.4644 2.1924 17.9783 0.0039 -0.0044 0.0252
O 1.6734 4.1881 21.8389 -0.0025 -0.0114 0.0397
O 7.7641 -32.952 15.9124 -0.0005 0.0054 0.0194
O 15.4357 -10.3202 15.4862 -0.0044 0.012 0.0445
O 15.5003 -5.6808 21.7666 0.0091 -0.0045 0.0297
O -4.2337 -25.6813 17.3862 -0.006 0.0158 0.044
O 19.2681 13.7682 23.749 -0.0087 -0.0019 0.0418
O -5.245 13.8345 19.4849 0 -0.0086 0.0507
O -3.4756 -2.5458 23.9578 0.0158 -0.0129 0.0393
O 5.6878 -16.0199 15.2441 0.0063 -0.0072 0.0443
O 2.8368 13.4722 15.2554 0.0104 -0.0057 0.0395
O 27.4073 -12.8963 21.9289 0.015 0.0055 0.0346
O -8.5843 -10.8272 22.3405 -0.0098 -0.0145 0.0329
O 7.4303 2.1512 14.9501 -0.0024 -0.0135 0.0368
O 16.8682 21.0602 13.6182 -0.0132 0.0121 0.0152
O -9.8783 -15.1673 21.0069 -0.0004 0.0024 0.0201
O -2.4746 -2.6482 15.0686 0.0101 0.0162 0.0316
O 32.9619 -6.4081 19.6414 0.0091 0.0066 0.0338
O 8.7016 5.3538 19.7373 -0.0013 0.0068 0.0311
O 14.6557 10.1001 20.3989 0.0004 0.0027 0.0264
O -3.3882 -14.2551 19.9165 0.0095 -0.005 0.0279
O 26.182 13.5088 17.23 0.012 0.0079 0.0332
O 20.3141 -7.1334 14.365 0.0047 0.0086 0.0286
O 2.6419 11.5847 17.2728 -0.0163 -0.0074 0.0351
O -8.4244 30.4539 23.8017 0.012 -0.0159 0.0389
O 3.7472 -3.3818 20.823 -0.001 0.0058 0.0236
O 20.3652 17.6676 24.7636 -0.0007 0.0014 0.0186
O -6.7561 23.1177 24.7952 -0.0002 -0.0003 0.0138
O 17.1791 3.2327 21.9899 0.0021 0.0137 0.0281
O 20.3877 9.2453 17.316 0.0135 0.0014 0.0585
O 3.5089 9.3576 14.292 0.0055 0.0077 0.0202
O 15.2359 12.4482 21.3724 -0.0012 -0.0032 0.0226
O 1.0572 1.2015 14.1469 0.0011 0.003 0.0185
O -1.3588 -20.655 25.0828 0.0012 -0.0028 0.0141
O -4.4638 -6.5767 17.3629 -0.0033 -0.0122 0.0293
O 13.7475 -5.6491 19.7895 -0.0014 -0.0003 0.0261
O 4.0906 -4.1074 24.7601 -0.0022 0.0025 0.0179
O 9.2588 2.8358 19.0724 -0.0019 0.0121 0.0439
O 7.973 -0.9149 22.0613 -0.0099 -0.0111 0.0362
O -25.8519 1.6903 17.469 -0.0089 0.0078 0.0278
O 22.3148 10.5333 18.5394 -0.0025 -0.0043 0.02
O -5.5305 -4.8568 19.385 -0.0101 -0.0022 0.0272
O 5.4217 -2.2316 19.1718 -0.007 0.0056 0.0295
O 8.9827 10.5441 19.6412 -0.0149 0.0098 0.044
O 1.6459 -14.5953 14.0702 -0.0054 -0.0045 0.0102
O 0.4858 -16.6867 23.9821 -0.01 0.0144 0.0373
O -0.3971 8.3587 19.5849 0.0077 -0.0161 0.0341
O -1.4511 -14.6296 21.6388 0.0018 0.0016 0.0183
O 20.2 1.2333 21.7535 0.0062 0.0121 0.0285
O 28.6564 -9.8939 20.6877 0.0052 -0.0045 0.0285
O 27.6612 4.9099 24.0245 -0.0092 0.0103 0.0609
H -0.8398 1.9132 34.337 0.3151 0.2482 -0.2574
H 0.8148 3.5457 34.337 -0.2768 -0.3118 -0.254
H 1.8777 -0.8215 34.3297 0.3369 0.3322 -0.2552
H 3.5181 0.8251 34.3297 -0.2479 -0.2865 -0.271
H 0.8195 9.007 34.3173 -0.3376 -0.3335 -0.2595
H -0.8115 7.3509 34.3173 0.264 0.2818 -0.272
H 1.9012 4.6261 34.3164 0.304 0.2764 -0.2679
H 3.5564 6.258 34.3164 -0.3169 -0.3289 -0.2608
H 4.6161 1.9203 34.3236 0.2756 0.2599 -0.2739
H 6.271 3.5524 34.3236 -0.3179 -0.3343 -0.2606
H 8.9622 0.8237 34.3079 -0.2471 -0.3224 -0.2589
H 7.3203 -0.821 34.3079 0.3478 0.2557 -0.2661
H 4.6178 7.3269 34.3249 0.3218 0.3151 -0.2675
H 6.2398 8.9919 34.3249 -0.3013 -0.3039 -0.2497
H 8.9855 6.255 34.3327 -0.2685 -0.2766 -0.2696
H 7.3378 4.6156 34.3327 0.318 0.3314 -0.2582
H 2.1929 4.913 5.9877 -0.3724 -0.3009 0.2295
H 0.5446 3.2741 5.9877 0.2688 0.2239 0.2853
H 3.2496 0.5506 5.9854 0.2627 0.3066 0.2624
H 4.8952 2.1919 5.9854 -0.349 -0.2605 0.2497
H 0.5238 8.7061 6.02 0.265 0.386 0.2652
H 2.1661 10.3508 6.02 -0.2584 -0.2984 0.2916
H 3.2611 5.9661 6.0138 0.3689 0.274 0.2771
H 4.8989 7.6153 6.0138 -0.2277 -0.3326 0.3018
H 7.6239 4.8998 6.0207 -0.2695 -0.2732 0.2989
H 5.9775 3.259 6.0207 0.304 0.3066 0.2688
H 10.3185 2.175 5.987 -0.3451 -0.1437 0.2839
H 8.6785 0.5284 5.987 0.2937 0.349 0.2559
H 7.6113 10.3476 5.9806 -0.3227 -0.3046 0.2603
H 5.9637 8.7083 5.9806 0.2011 0.3828 0.2461
H 8.7171 5.9875 5.9853 0.3154 0.233 0.2661
H 10.3568 7.6349 5.9853 -0.2986 -0.3592 0.2451

Results
free energy: -118878.827 eV
free energy less fixed offsets of H -15.71, O -570.45, Si -639.56 eV per atom: -3.627 eV

The program warned: the cutoff lies below the one the program advises for these potential files; the forces do not sum to zero within the program's tolerance; empty levels may hold ghost states of the PAW files; the exchange-correlation potential is rough where the density is thin.
